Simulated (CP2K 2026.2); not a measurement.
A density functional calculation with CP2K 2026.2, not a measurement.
Periodic cell of 523 atoms, Si368O155, from a study of silicon, its oxide and their interface. The atomic structure is a simulated model.
Doubt: the forces sum to 1.96 eV/angstrom along one axis rather than to zero, so they err by at least 0.0037 eV/angstrom per atom on average; the grid cutoff is modest.

Settings: functional PBE; method Gaussian and plane waves; basis set DZVP-MOLOPT-SR-GTH; pseudopotentials GTH-PBE; grid cutoff 350 Ry, relative cutoff 50 Ry; k points Gamma only; occupations fixed; spin none; net charge 0.

Cell vectors (angstrom)
a	15.3871	0	0
b	0	15.3871	0
c	5.3496	4.1824	39.1642

Atoms and the computed forces on them: element, x, y, z (angstrom), force x, y, z (eV/angstrom)
Si	16.583	4.161	30.986	0.219	-0.073	0.64
Si	16.108	7.156	30.491	0.068	0.05	0.179
Si	16.667	12.366	31.026	0.168	-0.057	0.684
Si	17.57	15.846	33.224	0.246	-0.212	0.591
Si	4.614	4.139	33.075	0.038	0.005	0.044
Si	5.529	8.009	30.882	-0.377	-0.04	0.62
Si	5.546	11.168	30.261	-0.036	-0.008	0.178
Si	5.661	15.994	31.025	-0.325	-0.087	0.601
Si	8.764	3.904	31.129	0.286	0.146	0.623
Si	8.463	8.227	30.63	0.105	-0.158	0.04
Si	8.504	11.239	30.389	0.103	0.101	0.145
Si	8.775	16.133	31.156	0.294	-0.08	0.72
Si	13.443	3.686	31.058	-0.33	0.17	0.586
Si	13.369	8.12	31.121	-0.413	-0.065	0.506
Si	13.78	11.122	30.628	-0.11	-0.082	0.087
Si	13.072	15.973	31.115	-0.196	0.071	0.672
Si	5.64	3.772	30.984	-0.301	0.118	0.654
Si	4.578	7.973	33.042	-0.013	-0.015	0.076
Si	19.886	11.886	33.128	-0.194	-0.021	0.692
Si	4.599	15.732	33.116	0.012	-0.017	0.025
Si	9.283	17.677	34.468	-0.063	0.014	-0.019
Si	9.958	7.926	33.154	0.131	0.117	0.672
Si	9.76	11.939	33.091	0.249	-0.071	0.634
Si	9.819	15.761	33.211	-0.021	0.063	0.029
Si	12.3	4.159	33.079	0.009	-0.028	0.043
Si	12.332	7.996	33.203	0.034	0.01	0.05
Si	12.854	13.784	34.352	0.052	-0.054	-0.051
Si	12.229	15.762	33.247	-0.01	0.028	0.057
Si	17.599	4.149	33.095	-0.006	0.006	0.04
Si	17.547	8.032	33.069	0.197	-0.027	0.593
Si	17.473	11.967	33.174	0.023	0.014	0.062
Si	4.185	15.385	28.487	0.023	-0.008	0.085
Si	5.191	6.075	34.316	0.055	0.017	-0.061
Si	5.156	9.922	34.297	0.02	-0.02	-0.081
Si	5.162	13.804	34.354	0.059	-0.009	-0.063
Si	5.182	17.643	34.396	0.057	-0.043	-0.019
Si	9.287	6.077	34.436	-0.051	0.039	-0.046
Si	9.216	9.929	34.254	-0.039	0.012	-0.11
Si	9.213	13.82	34.399	-0.038	-0.058	-0.053
Si	9.857	4.184	33.166	0.02	-0.054	0.019
Si	12.904	6.051	34.381	0.03	0.017	-0.056
Si	12.856	9.971	34.378	0.029	0.002	-0.075
Si	12.181	11.869	33.106	-0.151	0.015	0.658
Si	12.852	17.686	34.45	0.043	0.006	-0.01
Si	16.971	6.093	34.321	-0.046	0.031	-0.071
Si	16.909	9.966	34.307	-0.061	0.003	-0.068
Si	16.924	13.88	34.408	-0.039	0.025	-0.051
Si	16.99	17.718	34.48	-0.082	0.008	-0.031
Si	18.773	6.106	35.834	0.034	0.015	-0.053
Si	18.734	9.953	35.81	-0.008	0.004	-0.039
Si	18.754	13.84	35.877	-0.002	-0.007	-0.031
Si	18.8	17.679	35.941	0.012	-0.013	-0.051
Si	7.211	6.097	35.589	-0.007	-0.018	0.014
Si	7.197	9.934	35.537	-0.002	0.013	-0.013
Si	7.182	13.81	35.608	-0.011	0.015	0.011
Si	7.214	17.659	35.625	0.018	0.009	0.02
Si	11.103	6.075	35.904	0.031	0.035	-0.042
Si	11.007	9.962	35.821	0.015	-0.013	-0.011
Si	11.05	13.787	35.867	-0.001	-0.032	-0.033
Si	11.072	17.673	35.964	0.01	-0.025	-0.072
Si	14.944	6.084	35.586	0.017	-0.003	0.007
Si	14.899	9.965	35.584	0.007	-0.007	0.008
Si	14.883	13.82	35.608	-0.006	0.044	0.006
Si	14.914	17.675	35.636	-0.013	-0.018	0.027
Si	18.771	4.224	37.22	-0.004	0.002	0.018
Si	18.751	8.037	37.15	-0.009	0.02	0.027
Si	18.741	11.879	37.151	-0.013	0.002	0.028
Si	18.765	15.739	37.225	0.004	-0.013	0.034
Si	7.205	4.194	37.014	0.014	0.005	0.011
Si	7.203	8.032	36.971	0.009	0.013	0
Si	7.196	11.858	36.962	0.008	-0.006	0.012
Si	7.204	15.728	37.012	0.006	-0.014	0.008
Si	11.07	4.197	37.267	-0.001	0.007	0.03
Si	11.058	8.04	37.161	-0.018	0.025	0.032
Si	11.033	11.865	37.177	-0.004	-0.027	0.047
Si	11.065	15.707	37.207	-0.007	-0.016	0.013
Si	14.917	4.199	37.03	0.006	0.002	-0.011
Si	14.91	8.029	36.97	-0.009	0.014	0.011
Si	14.903	11.884	36.989	0.002	-0.009	0.002
Si	14.897	15.737	37.01	0.007	-0.019	0.024
Si	5.343	4.207	38.481	0.011	0.004	0.02
Si	5.326	8.04	38.431	0.011	-0.008	0.016
Si	5.321	11.869	38.426	0.008	0.011	0.003
Si	5.342	15.729	38.48	0	0.014	0.008
Si	9.078	4.196	38.478	-0.021	-0.005	0.009
Si	9.086	8.029	38.428	-0.008	0.006	0.002
Si	9.066	11.871	38.437	0	-0.007	0.012
Si	9.088	15.716	38.457	-0.025	0.003	0.009
Si	13.048	4.199	38.493	0.004	-0.01	0.018
Si	13.028	8.042	38.43	0.027	0.006	0.012
Si	13.015	11.871	38.434	0.004	-0.011	0.01
Si	13.028	15.722	38.471	0.022	0.009	0.003
Si	16.796	4.195	38.473	-0.012	-0.009	0.011
Si	16.787	8.032	38.431	-0.006	-0.005	0.008
Si	16.784	11.879	38.44	-0.012	-0.001	0.006
Si	16.78	15.726	38.462	-0.001	0.003	0.009
Si	15.347	1.879	11.51	0.022	0.023	-0.016
Si	15.347	5.767	11.483	0.027	0.007	-0.015
Si	15.346	9.642	11.524	0.002	-0.017	-0.002
Si	15.378	13.483	11.54	0.01	-0.019	-0.02
Si	3.77	1.91	11.613	-0.026	0.008	-0.016
Si	3.781	5.762	11.599	-0.023	0.003	-0.01
Si	3.8	9.623	11.595	0.003	-0.013	0.006
Si	3.807	13.504	11.64	0.013	-0.014	-0.001
Si	7.566	1.924	11.545	0.017	0.017	-0.005
Si	7.587	5.783	11.56	0	-0.008	-0.011
Si	7.606	9.621	11.559	0.01	0.02	-0.004
Si	7.587	13.468	11.595	-0.004	-0.008	-0.004
Si	11.475	1.883	11.465	-0.01	0.008	-0.038
Si	11.484	5.783	11.48	0.007	-0.021	0.006
Si	11.474	9.631	11.481	-0.015	0.025	-0.027
Si	11.462	13.458	11.534	-0.003	0.004	-0.03
Si	13.402	1.812	12.801	-0.012	-0.012	0.041
Si	13.428	5.794	12.803	0.007	0.014	0.004
Si	13.392	9.671	12.829	-0.006	0.015	-0.03
Si	13.429	13.423	12.834	-0.011	-0.004	-0.021
Si	1.823	1.913	12.964	0.002	-0.013	-0.007
Si	1.821	5.698	12.917	-0.028	-0.016	-0.041
Si	1.86	9.617	12.922	0.005	0.029	0.02
Si	1.872	13.574	12.985	-0.028	0.023	0.018
Si	5.682	1.909	12.996	0.02	0.014	0.039
Si	5.689	5.818	12.995	-0.004	-0.011	0.015
Si	5.719	9.659	12.992	0.036	-0.014	-0.013
Si	5.713	13.465	13.071	0.007	0.012	-0.013
Si	9.544	1.908	12.79	-0.007	-0.023	-0.016
Si	9.56	5.79	12.828	-0.02	0.02	-0.012
Si	9.567	9.591	12.845	0.002	-0.001	-0.003
Si	9.532	13.479	12.904	0.001	-0.027	0.028
Si	13.399	15.284	14.215	-0.021	0.004	-0.01
Si	13.437	3.787	14.014	-0.001	0.034	0.019
Si	13.401	7.752	14.131	-0.007	0.022	0.058
Si	13.438	11.556	14.245	-0.021	-0.036	-0.026
Si	17.216	15.489	14.466	-0.002	-0.034	0.007
Si	17.128	3.799	14.368	-0.011	0.025	-0.003
Si	17.208	7.624	14.219	0.015	0.024	0.051
Si	17.302	11.599	14.227	0.011	-0.024	0.006
Si	5.732	15.403	14.451	-0.023	-0.025	-0.006
Si	5.613	3.868	14.329	-0.055	0.03	-0.039
Si	5.726	7.766	14.386	0.021	-0.027	0.008
Si	5.731	11.524	14.469	0.003	0.02	0.025
Si	9.511	15.449	14.222	0.02	-0.03	-0.011
Si	9.564	3.832	14.092	-0.014	0.015	-0.02
Si	9.577	7.679	14.221	-0.005	0.03	-0.011
Si	9.554	11.5	14.187	0.026	-0.001	-0.027
Si	15.168	15.397	15.772	0.062	-0.013	0.101
Si	15.11	3.7	15.663	0.062	-0.056	0.076
Si	14.464	5.7	16.638	-0.016	0.096	-0.072
Si	15.391	11.536	15.568	-0.01	0.034	0.022
Si	3.818	15.517	15.855	-0.085	-0.069	0.017
Si	4.01	2.107	17.238	0.066	-0.051	-0.029
Si	3.637	9.265	19.14	-0.348	0.146	-0.642
Si	3.722	11.56	15.772	0.071	0.011	0.045
Si	7.721	15.446	15.777	-0.017	0.002	0.052
Si	7.771	5.705	16.832	-0.349	0.078	-0.328
Si	7.74	7.74	15.697	0.008	0.05	-0.004
Si	7.766	11.505	15.736	0.004	-0.012	0.055
Si	11.45	15.322	15.516	-0.004	0.032	-0.018
Si	11.543	3.775	15.325	-0.016	0.038	-0.015
Si	11.361	9.604	16.81	0.168	-0.037	-0.756
Si	11.475	11.554	15.53	0.026	-0.039	0.048
Si	14.315	1.886	17.05	0.075	0.017	-0.045
Si	15.26	7.669	15.547	0.04	-0.047	-0.05
Si	15.887	9.608	16.805	0.332	-0.144	-0.488
Si	15.63	13.397	16.998	-0.345	0.099	-0.786
Si	3.649	3.88	15.736	-0.009	-0.002	-0.033
Si	3.765	5.859	16.994	-0.053	0.047	0.029
Si	3.7	7.761	15.63	0.035	0.022	0.032
Si	3.418	13.524	17.092	0.346	0.037	-0.756
Si	7.89	2.103	17.018	0.002	-0.128	-0.031
Si	7.682	3.835	15.455	-0.051	0.02	0.013
Si	8.245	9.585	17.117	-0.406	0.04	-0.835
Si	8.41	13.453	16.909	0.293	0.053	-0.618
Si	10.018	2.309	18.09	0.032	0.085	0.043
Si	12.094	5.633	16.637	0.139	0.103	-0.604
Si	11.526	7.646	15.538	0.015	-0.039	-0.028
Si	11.489	13.654	19.075	-0.102	-0.131	-0.649
Si	14.417	14.078	19.706	0.08	-0.011	-0.127
Si	14.905	6.488	18.723	-0.267	-0.335	-0.495
Si	6.624	9.9	19.815	0.127	0.048	-0.062
Si	15.136	17.062	19.279	-0.405	0.077	-0.646
Si	2.851	17.237	19.288	0.337	0.159	-0.517
Si	17.872	6.515	18.861	0.308	-0.401	-0.584
Si	2.972	9.614	16.925	-0.07	0.028	-0.065
Si	4.176	14.52	19.833	0.042	0.051	-0.111
Si	6.022	2.939	18.278	-0.039	0.166	-0.53
Si	5.814	5.399	18.011	-0.011	-0.378	-0.518
Si	6.647	8.442	22.543	0.086	0.045	-0.091
Si	6.983	15.22	20.863	-0.015	0	-0.129
Si	11.876	1.904	16.689	0.056	-0.079	0.031
Si	10.167	4.629	18.634	-0.02	-0.712	-0.268
Si	13.725	9.262	18.899	0.089	-0.103	-0.164
Si	10.885	13.431	16.823	-0.082	0.023	0.003
Si	9.985	12.265	28.041	-0.026	0.016	0.009
Si	12.303	12.339	26.149	-0.019	0.062	0.076
Si	16.526	14.013	24.399	0.106	0.025	-0.041
Si	15.372	12.325	22.19	0.009	0.071	-0.166
Si	8.908	4.564	21.347	0.145	0.03	-0.139
Si	16.345	5.348	20.929	-0.07	0.027	-0.136
Si	3.864	14.164	22.749	0.016	0.034	0.001
Si	4.915	3.201	21.066	0.054	-0.096	-0.234
Si	6.149	5.817	20.873	-0.041	0.173	-0.018
Si	4.296	10.051	23.833	-0.064	-0.06	-0.058
Si	6.464	5.471	26.151	-0.014	-0.054	0.242
Si	15.831	17.011	24.367	0.009	0.087	-0.019
Si	10.331	6.364	23.369	0.151	-0.094	-0.036
Si	10.412	11.569	20.898	0.052	0.038	-0.064
Si	9.758	16.126	19.812	0.059	0.417	-0.524
Si	8.319	13.287	25.665	0.16	-0.038	0
Si	10.452	11.766	23.868	0.015	-0.037	0.001
Si	16.083	15.374	30.615	-0.01	0.099	0.12
Si	14.785	3.069	21.927	-0.121	0.043	-0.122
Si	10.97	9.279	22.573	-0.101	0.002	-0.028
Si	7.993	2.978	26.565	0.002	-0.007	-0.066
Si	13.849	9.658	21.932	0.082	-0.083	-0.211
Si	17.922	2.826	25.991	0.018	-0.083	0.055
Si	5.315	12.647	24.919	-0.097	0.025	-0.055
Si	12.241	3.949	23.57	0.066	-0.001	-0.065
Si	16.617	8.985	28.034	-0.001	0.023	0.165
Si	18.251	13.235	26.808	0.021	0.089	0.054
Si	9.673	4.685	28.362	0.036	0.092	0.121
Si	9.976	17.437	22.358	0.09	0.121	-0.043
Si	5.406	16.887	26.234	-0.072	-0.015	-0.099
Si	5.53	16.538	23.132	-0.029	0.01	0.032
Si	13.518	18.098	26.121	-0.147	0.001	0.002
Si	7.673	12.592	19.857	0.059	0.1	-0.145
Si	11.905	15.447	26.495	0.05	-0.051	0.06
Si	9.422	16.086	24.935	0.031	0.02	0.114
Si	18.947	5.557	26.147	0.03	0.024	0.138
Si	13.967	10.447	27.73	0.005	-0.064	0.101
Si	16.267	8.006	22.519	-0.04	0	-0.039
Si	17.827	10.613	21.557	-0.049	-0.096	-0.021
Si	12.463	7.798	28.176	0.058	-0.038	0.151
Si	18.421	11.056	28.753	0.128	-0.013	0.069
Si	17.286	17.342	28.819	-0.018	0.051	0.082
Si	9.394	7.657	27.673	0.03	-0.058	0.076
Si	10.817	14.888	29.218	0.011	0.177	0.153
Si	8.256	7.65	25.03	0.021	0.067	-0.08
Si	4.972	5.827	28.737	0.106	-0.01	0.022
Si	17.596	8.164	25.202	0.038	0.022	0.022
Si	12.764	4.774	28.224	-0.028	0.023	0.11
Si	15.359	13.476	0.665	-0.019	0.005	0.013
Si	15.359	1.951	0.658	-0.02	-0.012	0.014
Si	15.35	5.774	0.639	-0.017	0	0.008
Si	15.355	9.605	0.645	-0.014	-0.001	0.012
Si	3.749	13.462	0.652	0.027	0	0.01
Si	3.746	1.942	0.654	0.019	-0.005	0.011
Si	3.745	5.767	0.635	0.02	0.005	0.005
Si	3.742	9.607	0.644	0.018	0.002	0.009
Si	7.671	13.466	0.664	-0.034	0.006	0.017
Si	7.668	1.951	0.657	-0.031	-0.004	0.012
Si	7.666	5.774	0.64	-0.014	-0.001	0.007
Si	7.662	9.605	0.646	-0.023	0.002	0.006
Si	11.449	13.469	0.66	0.023	-0.008	0.01
Si	11.447	1.942	0.656	0.022	0.002	0.012
Si	11.447	5.772	0.638	0.015	0.003	0.01
Si	11.445	9.614	0.65	0.026	-0.002	0.008
Si	1.864	13.467	2.048	-0.002	0.004	0.003
Si	1.861	1.941	2.049	-0.003	0.011	0.006
Si	1.856	5.772	2.032	0.002	-0.002	0.007
Si	1.856	9.61	2.039	0.001	-0.003	0.001
Si	5.707	13.468	1.98	0.004	0.004	-0.008
Si	5.706	1.937	1.979	0	-0.001	-0.011
Si	5.705	5.772	1.968	0.001	-0.005	-0.013
Si	5.702	9.61	1.972	0	0.005	-0.015
Si	9.559	13.465	2.053	-0.002	-0.003	0.004
Si	9.556	1.94	2.049	0.002	0.011	0.005
Si	9.556	5.776	2.037	-0.003	-0.007	0.004
Si	9.552	9.611	2.041	0.003	-0.01	0.002
Si	13.402	13.468	1.994	0.001	-0.003	-0.01
Si	13.402	1.937	1.99	0.004	-0.002	-0.012
Si	13.399	5.773	1.981	0	-0.002	-0.011
Si	13.401	9.614	1.983	-0.004	0.002	-0.013
Si	1.863	15.396	3.391	0.01	0.001	0.002
Si	1.859	3.86	3.399	0.002	-0.009	0.003
Si	1.86	7.691	3.393	0.008	0.005	0.001
Si	1.86	11.537	3.389	-0.002	0.002	-0.001
Si	5.706	15.396	3.343	-0.007	0.003	0.001
Si	5.705	3.857	3.349	-0.003	0	-0.003
Si	5.704	7.691	3.346	-0.001	-0.004	-0.003
Si	5.705	11.537	3.339	-0.006	-0.002	-0.005
Si	9.551	15.395	3.396	-0.007	-0.002	0.004
Si	9.553	3.859	3.402	0	-0.001	0.007
Si	9.552	7.694	3.4	0.004	0.005	0.007
Si	9.552	11.535	3.396	-0.002	0.003	0.005
Si	13.401	15.396	3.358	-0.004	0.005	0.003
Si	13.399	3.855	3.363	0.001	-0.001	0.002
Si	13.4	7.694	3.359	0.002	0.002	0.002
Si	13.402	11.539	3.356	0.006	0.001	0.004
Si	15.32	15.392	4.735	0.016	-0.008	-0.001
Si	15.316	3.852	4.742	0.02	0.002	0.004
Si	15.318	7.695	4.741	0.014	0	0.003
Si	15.32	11.539	4.733	0.011	0.003	0
Si	3.797	15.393	4.729	-0.008	0.002	0.001
Si	3.794	3.855	4.734	-0.012	0.004	0.001
Si	3.794	7.694	4.733	-0.012	0.001	0
Si	3.797	11.538	4.724	-0.003	0.003	-0.004
Si	7.612	15.392	4.733	0.006	0	-0.002
Si	7.614	3.853	4.737	0.015	-0.001	0.001
Si	7.611	7.695	4.738	0.004	-0.002	0.002
Si	7.611	11.538	4.73	-0.001	0.004	0.001
Si	11.483	15.393	4.738	-0.01	-0.002	-0.003
Si	11.483	3.853	4.746	-0.015	0.001	0.003
Si	11.485	7.696	4.744	-0.01	-0.001	0.004
Si	11.484	11.538	4.736	-0.01	-0.003	-0.001
Si	15.33	13.463	6.091	-0.009	-0.004	0
Si	15.328	1.924	6.101	-0.013	0.006	0.004
Si	15.328	5.772	6.105	-0.016	-0.002	0.001
Si	15.328	9.623	6.102	-0.003	0.007	0.001
Si	3.795	13.463	6.081	0.006	-0.006	-0.005
Si	3.792	1.928	6.091	0.012	0.001	-0.001
Si	3.786	5.774	6.098	0.019	-0.003	-0.004
Si	3.794	9.621	6.091	0.007	0.001	-0.008
Si	7.607	13.464	6.088	-0.005	0.004	-0.004
Si	7.616	1.927	6.097	-0.017	0.003	-0.001
Si	7.613	5.773	6.103	-0.015	-0.005	0.003
Si	7.608	9.62	6.101	-0.006	-0.004	0.003
Si	11.475	13.464	6.094	0.007	0.007	0.004
Si	11.471	1.924	6.104	0.015	0.003	0.002
Si	11.476	5.774	6.109	0.017	0	0.006
Si	11.478	9.622	6.106	0.011	0.001	0.008
Si	1.879	13.461	7.445	0.009	0.006	-0.008
Si	1.876	1.924	7.458	0.016	-0.009	0.001
Si	1.87	5.77	7.469	0.007	0.006	-0.002
Si	1.878	9.626	7.458	0.014	0.002	-0.005
Si	5.696	13.462	7.468	-0.009	0.007	-0.005
Si	5.7	1.925	7.468	0.004	0.004	-0.002
Si	5.694	5.773	7.473	-0.009	-0.001	-0.001
Si	5.694	9.627	7.481	-0.02	-0.003	0.001
Si	9.533	13.464	7.441	-0.015	-0.01	0
Si	9.536	1.922	7.463	-0.003	-0.004	-0.005
Si	9.538	5.771	7.461	0.001	0.005	0.002
Si	9.536	9.622	7.454	-0.006	0.008	-0.001
Si	13.406	13.458	7.444	0.01	0.006	0.001
Si	13.401	1.916	7.452	-0.006	-0.003	0.004
Si	13.407	5.772	7.459	0.009	-0.001	0.004
Si	13.408	9.63	7.463	0.009	-0.005	0.006
Si	1.894	15.378	8.812	-0.012	-0.014	-0.011
Si	1.88	3.841	8.832	-0.002	0.003	0.002
Si	1.884	7.705	8.821	-0.005	0.017	-0.001
Si	1.895	11.551	8.826	-0.006	-0.012	-0.007
Si	5.691	15.387	8.826	0	0.012	-0.003
Si	5.686	3.847	8.83	0.004	-0.004	-0.001
Si	5.685	7.696	8.833	0.005	-0.025	0.008
Si	5.689	11.551	8.851	0.015	0.005	0.013
Si	9.518	15.375	8.817	0.009	0.003	-0.001
Si	9.53	3.846	8.828	-0.006	-0.003	-0.005
Si	9.53	7.7	8.818	-0.002	-0.002	0
Si	9.523	11.55	8.813	0.001	0.018	0.001
Si	13.409	15.373	8.802	0.001	0.009	-0.002
Si	13.406	3.839	8.805	0.002	0.004	-0.006
Si	13.417	7.701	8.806	-0.002	-0.009	0.001
Si	13.414	11.555	8.827	-0.008	0.014	0.003
Si	15.351	15.369	10.142	-0.012	-0.005	-0.008
Si	15.33	3.823	10.165	-0.02	-0.004	-0.005
Si	15.346	7.713	10.164	0.007	0.004	-0.013
Si	15.361	11.561	10.173	-0.003	0.01	-0.007
Si	3.794	15.391	10.221	0.002	-0.008	0.003
Si	3.79	3.837	10.231	0.016	-0.002	0.001
Si	3.783	7.694	10.226	-0.02	0.004	-0.006
Si	3.786	11.568	10.251	-0.017	0.007	0.003
Si	7.592	15.378	10.2	-0.001	-0.011	-0.001
Si	7.595	3.855	10.195	0.002	0.005	-0.004
Si	7.6	7.7	10.191	-0.001	0.014	0.003
Si	7.61	11.553	10.208	0.008	-0.005	-0.011
Si	11.467	15.352	10.133	0.003	-0.004	-0.007
Si	11.478	3.839	10.151	0.001	-0.008	-0.006
Si	11.481	7.704	10.135	0.018	0.023	-0.006
Si	11.459	11.557	10.148	0.002	-0.013	-0.009
O	17.016	8.035	31.504	0.292	0.486	-0.267
O	16.922	16.175	31.743	-0.074	0.458	-0.121
O	7.18	4.272	31.163	-0.231	0.308	0.02
O	7.073	7.501	31.011	-0.046	-0.53	-0.013
O	4.965	11.931	31.556	0.151	0.232	-0.184
O	9.186	12.149	31.546	-0.116	0.492	-0.369
O	7.233	15.636	31.252	0.153	-0.252	0.029
O	9.612	7.602	31.567	0.258	-0.361	-0.221
O	15.04	3.774	31.323	0.213	-0.168	0.48
O	14.595	7.051	31.072	-0.158	-0.291	0.211
O	12.609	11.788	31.514	-0.402	0.249	-0.46
O	15.119	11.952	30.886	-0.083	0.061	0.192
O	14.535	15.282	31.036	-0.065	-0.363	0.267
O	16.664	2.215	19.224	-0.042	0.539	0.095
O	16.396	7.149	18.529	-0.024	0.42	-0.161
O	15.115	9.796	18.257	0.302	0.487	0.448
O	14.839	13.187	18.415	-0.266	-0.604	0.287
O	17.205	13.512	17.422	-0.027	-0.137	0.162
O	2.966	10.434	20.045	0.08	0.461	-0.316
O	5.625	15.247	19.967	0.072	0.212	-0.383
O	4.185	13.533	18.545	0.157	-0.491	0.158
O	9.01	5.52	17.916	0.075	0.106	0.172
O	5.212	9.283	19.421	0.116	-0.519	-0.213
O	7.097	9.361	21.275	0.359	0.198	0.095
O	7.8	13.353	18.437	-0.034	0.017	0.287
O	11.574	5.321	18.182	0.259	0.136	0.492
O	12.452	9.683	18.012	0.12	0.549	0.26
O	6.474	11.513	19.833	-0.554	0.368	0.241
O	10.252	14.603	19.543	-0.215	-0.193	0.093
O	17.183	3.203	29.83	0.1	-0.084	-0.055
O	16.684	5.66	30.37	0.491	-0.06	-0.363
O	18.068	9.493	28.554	0.554	-0.468	0.016
O	17.601	11.513	30.048	0.181	-0.42	-0.104
O	4.196	13.198	25.925	0.315	0.245	0.185
O	16.743	13.911	30.535	0.254	0.106	-0.139
O	16.206	16.205	29.234	-0.188	-0.178	-0.314
O	18.767	16.717	28.918	0.225	0.259	0.031
O	4.883	7.156	29.659	-0.187	0.238	-0.124
O	5.325	2.624	22.517	-0.073	0.428	0.499
O	4.595	11.406	28.978	0.15	0.037	-0.452
O	5.551	9.573	30.479	-0.251	0.079	-0.306
O	5.582	17.575	30.633	-0.28	-0.116	-0.327
O	9.489	4.785	29.969	0.166	0.499	-0.025
O	5.003	5.071	25.599	0.109	-0.509	-0.581
O	8.763	8.151	29.065	-0.296	0.122	-0.115
O	8.361	9.78	31.046	-0.185	0.171	0.633
O	8.81	12.963	27.173	-0.211	0.341	0.093
O	8.88	17.709	30.788	0.246	0.04	-0.214
O	9.462	15.362	29.923	-0.126	-0.44	-0.251
O	12.446	7.953	29.795	-0.485	0.144	-0.134
O	13.087	4.637	29.802	-0.073	0.398	-0.053
O	13.105	17.532	30.649	-0.332	0.082	-0.5
O	12.125	15.179	30.091	0.24	-0.321	-0.07
O	11.099	11.684	27.034	0.01	-0.466	0.046
O	14.364	2.482	20.469	-0.627	0.156	-0.003
O	13.803	7.648	18.982	-0.571	0.046	-0.025
O	14.984	5.57	20.058	-0.579	-0.367	0.284
O	13.542	9.876	20.365	-0.033	0.257	0.06
O	15.2	15.489	19.681	0.25	-0.108	0.148
O	3.47	2.702	20.536	-0.123	0.241	0.384
O	17.596	5.274	19.887	0.291	-0.404	0.082
O	3.224	7.754	19.604	0.056	-0.137	0.28
O	3.039	15.653	19.615	-0.447	-0.171	-0.073
O	3.848	13.708	21.194	-0.272	-0.433	0.046
O	5.968	2.697	19.92	0.413	-0.045	0.393
O	5.859	6.348	19.375	0.027	0.499	0.127
O	6.728	15.803	22.34	0.454	0.002	0.55
O	8.163	16.038	20.128	-0.342	0.3	-0.263
O	10.593	16.639	21.105	0.544	-0.244	0.191
O	8.784	3.435	27.884	-0.154	-0.471	0.292
O	10.075	4.763	20.244	0.363	0.114	0.436
O	9.225	5.51	22.59	-0.232	-0.087	0.316
O	11.484	12.243	19.891	0.424	-0.436	0.059
O	9.85	9.59	17.435	0.002	-0.05	0.307
O	15.784	15.425	24.579	-0.446	-0.085	0.118
O	17.342	17.524	24.649	0.377	-0.197	-0.48
O	16.663	6.591	21.889	0.386	0.106	0.222
O	16.081	4.032	21.795	0.339	-0.128	0.247
O	10.73	13.308	29.005	0.163	-0.338	0.178
O	5.061	13.385	23.504	0.586	-0.243	-0.365
O	6.77	12.935	25.509	-0.111	-0.093	0.141
O	14.51	11.006	22.481	-0.02	0.198	0.225
O	5.097	15.069	29.795	0.037	-0.605	-0.262
O	9.198	6.044	27.625	-0.299	-0.143	-0.395
O	5.853	16.539	24.715	0.371	0.001	-0.002
O	4.947	4.806	21.258	-0.432	0.379	0.045
O	18.556	6.892	25.365	0.321	0.001	-0.385
O	18.53	9.406	24.761	-0.154	0.254	0.299
O	10.95	15.615	27.788	-0.138	0.391	-0.284
O	8.962	17.438	25.687	0.431	0.296	-0.249
O	9.334	16.364	23.359	-0.242	-0.499	-0.334
O	5.172	11.053	24.733	0.327	-0.374	0.157
O	7.532	4.316	25.781	0.265	-0.055	-0.727
O	13.548	3.854	22.618	-0.132	0.497	0.006
O	12.546	9.412	22.816	0.092	0.102	0.42
O	10.62	9.982	21.148	-0.146	-0.482	-0.448
O	17.83	13.985	23.456	-0.038	-0.277	-0.051
O	13.628	11.468	26.51	0.328	0.084	-0.175
O	11.843	12.16	24.606	0.297	0.096	-0.219
O	9.196	12.415	24.629	-0.315	-0.174	-0.139
O	4.077	17.79	26.18	0.179	0.082	0.23
O	8.481	14.865	25.376	-0.278	0.106	0.115
O	15.556	10.218	27.953	0.099	0.518	-0.142
O	8.989	11.742	20.187	0.095	-0.533	-0.041
O	15.292	17.251	22.869	-0.181	-0.627	-0.06
O	14.065	9.595	31.082	0.544	0.001	0.042
O	14.75	8.341	22.127	-0.436	-0.387	-0.308
O	17.938	11.785	27.411	-0.402	-0.131	-0.32
O	6.634	17.612	26.982	-0.069	-0.23	0.486
O	10.969	15.705	25.21	0.218	-0.262	-0.248
O	5.097	15.61	27.168	0.077	-0.217	-0.308
O	4.971	4.549	29.728	-0.184	-0.178	-0.175
O	13.345	8.966	27.496	-0.062	-0.128	-0.385
O	16.451	7.906	24.107	-0.345	-0.359	0.252
O	17.179	9.198	21.96	0.218	-0.213	-0.325
O	14.928	17.854	25.399	0.219	0.099	0.382
O	5.263	8.933	23.203	-0.253	-0.302	0.099
O	11.212	4.406	27.985	-0.08	-0.255	-0.266
O	17.845	4.428	25.846	-0.535	0.205	-0.181
O	16.792	8.392	26.565	-0.339	-0.215	-0.345
O	16.798	11.845	21.602	0.215	0.453	-0.461
O	10.616	7.718	22.54	-0.299	-0.157	-0.392
O	4.159	15.749	22.831	-0.593	0.439	-0.243
O	10.965	7.985	27.629	-0.041	0.366	-0.378
O	6.948	6.776	25.363	-0.324	0.261	-0.351
O	16.069	7.855	29.043	-0.188	-0.12	-0.287
O	11.119	2.942	23.027	-0.067	-0.035	0.151
O	6.284	5.761	27.759	0.319	0.32	0.204
O	16.973	13.596	25.893	-0.432	0.129	0.266
O	10.507	12.314	22.339	-0.092	0.476	0.243
O	12.52	13.934	26.448	0.125	0.076	0.243
O	8.641	8.396	26.432	0.026	0.372	0.236
O	9.612	6.797	24.746	0.258	-0.011	0.27
O	13.659	3.71	27.392	0.464	-0.219	0.362
O	9.375	11.147	29.031	0.006	-0.49	-0.1
O	18.509	14.239	28.061	-0.241	-0.051	0.197
O	7.815	8.472	23.689	0.356	0.365	-0.117
O	13.356	11.131	29.072	-0.177	0.47	-0.188
O	11.662	5.469	23.59	0.49	0.298	0.091
O	19.069	5.804	27.754	-0.338	-0.113	0.309
O	13.031	6.32	27.798	0.348	-0.059	-0.485
O	13.007	16.621	26.553	0.482	-0.311	0.107
O	17.054	17.771	27.285	-0.398	0.156	-0.202
O	7.024	11.751	29.989	-0.113	0.478	-0.174
O	8.809	3.034	21.831	-0.71	-0.437	0.244
O	7.503	4.962	20.722	0.169	-0.399	-0.411
O	15.493	13.031	23.642	-0.483	-0.058	0.398
O	3.625	10.897	22.622	-0.004	0.267	0.038
O	12.55	3.474	25.077	-0.134	-0.039	0.105
O	7.616	9.477	18.611	-0.031	-0.137	0.326
O	10.268	10.144	23.764	-0.567	-0.261	0.321
O	14.693	13.301	21.09	-0.295	-0.103	0.191
O	7.423	13.673	21.02	-0.076	-0.106	0.628
O	12.849	14.425	19.5	-0.201	0.258	0.041
O	6.351	6.96	21.974	-0.213	-0.141	0.304

Results
total energy: -107332.093 eV
total energy less fixed offsets of O -438.35, Si -107.03 eV per atom: -0.803 eV
